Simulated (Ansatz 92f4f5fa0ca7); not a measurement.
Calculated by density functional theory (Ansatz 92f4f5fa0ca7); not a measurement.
Periodic cell of 212 atoms, Si132O80, from a study of silicon, its oxide and their interface. The atomic structure is a simulated model.
Doubt: the cutoff is far below the 930 eV that the study's wrapper takes by default for these files, so forces and energies are approximate.
This geometry differs little from another in the collection (a relaxation step or a small displacement).

Settings
functional: PBE
potential files: Ansatz PAW
basis: plane waves
wave-function cutoff: 580 eV
density cutoff ratio: 5
exchange-correlation grid ratio: 1
k mesh: 1 x 1 x 1, Gamma-centred
self-consistency stop: 5e-08 eV per atom in the density residual
occupations: fixed
spin: none
net charge: 0

Cell vectors (angstrom)
a 10.938 0 0
b 0 10.938 0
c 0 0 31.6994

Atoms: element, x, y, z (angstrom)
Si -0.1596 0.4963 24.6198
Si 5.9546 -0.1953 24.1247
Si 2.233 3.1925 24.5112
Si 8.9241 2.0785 24.1233
Si 0.42 4.8735 24.3387
Si 4.9391 6.159 24.2114
Si 3.1373 7.8327 24.2637
Si 7.7528 8.9625 24.2608
Si 1.352 1.5836 25.9749
Si 6.9969 1.4033 25.4627
Si 4.1288 4.2418 25.4415
Si 9.5268 4.0163 25.4909
Si 1.3703 6.7842 25.4698
Si 6.8074 7.0342 25.4107
Si 4.1529 9.6641 25.3984
Si 9.5753 9.6661 25.6065
Si 2.7724 -0.0052 26.9127
Si 8.1979 0.0379 26.9768
Si -0.1497 2.8686 27.1019
Si 5.5024 2.7734 26.798
Si 2.727 5.4738 26.9232
Si 8.1499 5.5171 26.7918
Si 0.0004 8.1804 26.8608
Si 5.4379 8.2789 26.898
Si 4.1018 1.3673 28.2811
Si 9.5708 1.3673 28.2811
Si 1.3673 4.1018 28.2811
Si 6.8362 4.1018 28.2811
Si 4.1018 6.8362 28.2811
Si 9.5708 6.8362 28.2811
Si 1.3673 9.5708 28.2811
Si 6.8362 9.5708 28.2811
Si 0 0 29.6484
Si 5.469 0 29.6484
Si 2.7345 2.7345 29.6484
Si 8.2035 2.7345 29.6484
Si 0 5.469 29.6484
Si 5.469 5.469 29.6484
Si 2.7345 8.2035 29.6484
Si 8.2035 8.2035 29.6484
Si 1.3673 1.3673 31.0156
Si 6.8362 1.3673 31.0156
Si 4.1018 4.1018 31.0156
Si 9.5708 4.1018 31.0156
Si 1.3673 6.8362 31.0156
Si 6.8362 6.8362 31.0156
Si 4.1018 9.5708 31.0156
Si 9.5708 9.5708 31.0156
Si 2.7345 0 0.6835
Si 8.2035 0 0.6835
Si 0 2.7345 0.6835
Si 5.469 2.7345 0.6835
Si 2.7345 5.469 0.6835
Si 8.2035 5.469 0.6835
Si 0 8.2035 0.6835
Si 5.469 8.2035 0.6835
Si 4.1018 1.3673 2.0507
Si 9.5708 1.3673 2.0507
Si 1.3673 4.1018 2.0507
Si 6.8362 4.1018 2.0507
Si 4.1018 6.8362 2.0507
Si 9.5708 6.8362 2.0507
Si 1.3673 9.5708 2.0507
Si 6.8362 9.5708 2.0507
Si 0 0 3.418
Si 5.469 0 3.418
Si 2.7345 2.7345 3.418
Si 8.2035 2.7345 3.418
Si 0 5.469 3.418
Si 5.469 5.469 3.418
Si 2.7345 8.2035 3.418
Si 8.2035 8.2035 3.418
Si 1.453 1.3594 4.7524
Si 6.8768 1.3628 4.7922
Si 4.0812 4.0396 4.8091
Si 9.555 4.0574 4.7769
Si 1.4272 6.8215 4.8092
Si 6.8846 6.8324 4.8152
Si 4.0868 9.5053 4.7908
Si 9.5484 9.4972 4.777
Si 2.753 -0.0323 6.1684
Si 8.1781 -0.0902 6.1532
Si 0.0409 2.6705 6.0712
Si 5.4454 2.6403 6.1913
Si 2.7367 5.3983 6.2377
Si 8.2106 5.4011 6.2136
Si -0.0371 8.1075 6.1598
Si 5.4123 8.0963 6.1931
Si 4.5742 0.8082 7.5097
Si 10.0424 0.8678 7.2802
Si 0.902 4.4235 7.4403
Si 6.3622 4.4474 7.4201
Si 4.6136 6.1961 7.5143
Si 10.0911 6.2187 7.4595
Si 0.9478 9.8996 7.3442
Si 6.3232 9.9159 7.3877
O 9.6711 -1.1709 12.4732
O 4.17 1.2297 9.0855
O 6.693 9.2307 8.8677
O 1.6491 9.1113 8.6448
O 10.3192 11.7989 10.802
O 4.3851 6.3194 9.1622
O 6.6467 3.9414 8.9744
O 0.3952 0.6897 15.6108
O 16.101 -11.0772 11.1091
O 5.2581 5.9123 22.5867
O 2.6749 8.2357 22.7107
O -0.3361 4.8876 22.8251
O 8.3916 8.7408 22.7386
O 5.0279 5.5825 19.9728
O 5.7253 11.5724 22.6443
O 8.7424 2.1674 22.4325
Si 8.9037 3.85 16.8542
Si -1.9831 12.3835 10.0809
Si -5.3281 6.5437 21.1404
Si -7.0767 22.5346 10.5885
Si 7.2213 3.9938 10.4918
Si -1.4185 5.9653 10.5852
Si 2.033 11.7681 22.5544
Si 4.2459 -0.9429 14.9218
Si 5.9665 10.1718 12.3724
Si -3.3433 -1.2884 10.1471
Si 9.1378 12.2842 21.0585
Si 0.3372 16.022 21.3516
Si -9.27 7.4243 18.7914
Si 12.4123 7.9443 21.6616
Si 9.5934 9.1798 21.7308
Si -0.994 5.9734 18.6725
Si 3.9328 7.9878 17.2086
Si -5.5214 9.0754 19.6935
Si -7.3716 13.3032 18.9762
Si 2.7283 13.7191 12.6243
Si 6.5954 3.7481 15.0261
Si 4.6575 11.5397 21.3746
Si 3.9734 5.4764 18.7408
Si 5.0771 4.7634 12.6118
Si -5.5394 12.3368 16.7439
Si -2.9756 18.5588 19.8124
Si -0.9091 -2.262 11.3087
Si 12.1553 4.4203 10.5517
Si 3.6428 17.4792 10.599
Si 8.0689 12.4023 18.3528
Si 12.4775 11.6079 14.4188
Si 9.8402 12.0845 16.1269
Si -0.6146 11.2724 12.3502
Si 18.9426 12.1488 13.8964
Si 2.0276 9.1566 10.2243
Si 0.917 13.2845 20.2647
O 15.0662 12.3649 17.7689
O 1.344 6.3274 21.5816
O 3.6282 1.7861 11.7181
O 4.9036 9.6089 13.4712
O 4.5483 19.9117 18.3411
O -3.7081 6.7006 20.9575
O -2.3613 11.455 15.2679
O 1.9182 2.2339 18.9764
O 3.9229 3.8809 18.4846
O 1.5127 14.1979 11.6528
O 5.8737 4.8616 14.0542
O -1.6519 8.3973 20.3438
O 10.2328 13.1226 20.1368
O 2.3165 19.0225 17.4523
O -6.6556 8.5795 15.7439
O 7.929 12.1097 19.9593
O 2.6996 10.5254 14.7899
O 2.5418 -0.2857 10.567
O 5.2849 10.5676 20.2545
O 4.2164 12.8775 20.464
O -6.286 17.1063 11.8515
O 12.211 14.8449 8.9961
O -0.3024 15.7838 10.917
O 9.4487 12.679 8.5718
O -10.7991 18.0322 18.4026
O 11.7921 11.167 13.0063
O -1.3215 10.7941 21.5315
O -2.7644 14.0191 18.1026
O -1.518 0.7584 17.6761
O -2.4738 6.6496 18.6129
O 0.996 10.9389 23.4901
O 5.1229 11.1721 15.6338
O 11.0441 8.6342 22.2335
O 9.3769 1.4414 13.0559
O 4.446 17.3663 17.4604
O -9.6824 12.005 21.1725
O 3.2003 8.1101 10.6564
O 13.4162 16.9643 19.1133
O 6.714 0.9564 17.605
O 1.2339 3.7832 20.9637
O -1.1504 2.7812 15.9822
O -2.9253 -5.5434 10.7409
O 7.7584 11.2767 10.1334
O 0.6812 8.7974 11.0427
O 9.7753 6.5195 9.0667
O -2.6424 2.7874 10.7121
O 5.5958 2.8585 15.9963
O 5.9864 3.9003 11.5533
O 6.9479 19.6897 19.2505
O -1.2598 -3.7909 11.7037
O 1.7656 8.4148 20.1095
O 7.3434 2.6722 14.0645
O -3.2074 4.5222 15.9265
O -0.7602 16.2669 20.1678
O -8.6537 16.5805 10.7052
O 3.3437 10.9075 22.1285
O -7.2533 14.9629 13.0117
O -1.8301 9.0424 9.9962
O 4.9613 8.0364 20.8835
O -0.9597 4.9087 17.4506
O 2.533 13.2081 23.148
O 6.9285 9.1082 11.5602
O -4.0119 11.2206 13.1472
O -8.7263 13.065 14.0436

Results
free energy: -129408.705 eV
free energy less fixed offsets of O -568.88, Si -635.61 eV per atom: 2.215 eV

Forces (eV/angstrom), in the order of the atoms: element, x, y, z
Si -0.0393 -0.0344 -0.0064
Si -0.0153 0.006 0.0027
Si -0.0004 -0.002 0.0126
Si 0.0011 0.0241 -0.0067
Si -0.0094 0.0041 0.0108
Si 0.0138 0.0022 -0.0052
Si -0.0267 0.0054 -0.0005
Si -0.0138 -0.0114 -0.0168
Si 0.0135 0.0138 0.0135
Si -0.0026 -0.009 0.005
Si -0.0074 -0.0075 0.0156
Si 0.0047 -0.0125 0.0104
Si 0.0069 0.0013 0.0091
Si 0.0012 -0.0072 0.0012
Si 0.0115 0.0062 0.0037
Si 0.0212 0.0068 0.0189
Si -0.0035 -0.0006 0.0004
Si -0.0034 0.0001 -0.0062
Si -0.0118 -0.0054 -0.0094
Si 0.0027 0.0069 0.0034
Si 0.0104 0.0108 -0.0081
Si 0.0037 0.0019 0.0023
Si -0.0024 -0.0005 -0.0054
Si -0.0037 0.0015 0.0013
Si 0.4991 0.1583 -0.4396
Si -0.4445 -0.0825 1.134
Si 0.042 0.5816 0.7249
Si -0.0236 0.2362 -0.6537
Si -0.0409 0.234 -0.0715
Si -0.0986 -0.1726 -0.5814
Si 0.0878 -0.2331 -0.3763
Si -0.137 0.1051 0.2488
Si -0.0342 0.0764 -0.0247
Si 0.1483 0.0629 0.0607
Si -0.0468 0.0119 -0.0575
Si 0.0691 -0.1606 0.0766
Si 0.2321 0.0569 0.0985
Si 0.0368 0.0225 -0.0426
Si 0.0009 -0.0407 0.0258
Si -0.0504 0.0029 -0.0421
Si 0.0413 -0.051 -0.0125
Si -0.065 0.1132 0.0074
Si -0.0289 0.0008 -0.0071
Si -0.0722 0.0085 -0.035
Si -0.097 0.0862 0.0201
Si 0.0189 0.0055 -0.0012
Si -0.0649 0.0152 -0.0282
Si 0.0332 -0.0517 -0.014
Si 0.0254 -0.0073 0.0493
Si 0.0223 0.0109 0.0002
Si 0.0181 0.0141 0.0063
Si 0.0431 -0.0875 0.0272
Si -0.021 -0.0151 0.0051
Si 0.0508 -0.0257 0.0325
Si 0.056 0.0078 0.0377
Si 0.0271 0.0055 0.0055
Si -0.059 0.1007 -0.0106
Si -0.0432 0.004 0.0164
Si 0.0035 -0.0529 0.0041
Si -0.0372 -0.0292 -0.0083
Si -0.0493 0.0326 0.0143
Si -0.0581 0.0467 -0.0004
Si -0.0786 -0.047 -0.0092
Si -0.0165 -0.047 0.0008
Si 0.0731 -0.1729 0.2905
Si 0.032 -0.1515 0.2952
Si 0.1935 0.0376 -0.6045
Si -0.0747 -0.0942 -0.3617
Si 0.0863 -0.037 0.2904
Si 0.063 -0.1523 0.467
Si -0.106 -0.118 -0.3318
Si -0.1534 -0.2206 -0.4344
Si -0.0048 -0.0093 0.004
Si -0.0058 -0.0004 0.0078
Si 0.0055 0.0032 0.0088
Si -0.0014 -0.0027 0.0078
Si -0.0039 -0.0008 0.0069
Si -0.0081 -0.0086 0.0057
Si -0.001 -0.0032 0.013
Si 0.0081 -0.0008 0.0151
Si -0.0001 0.003 -0.0107
Si 0.002 -0.0035 -0.0135
Si -0.0011 0.0012 -0.0081
Si 0.0017 -0.0013 -0.0069
Si -0.0028 -0.0012 -0.0137
Si 0.0043 0.003 -0.0154
Si 0.0008 0.0071 -0.0067
Si 0.0041 0.0054 -0.0133
Si -0.0028 0.0086 0.0016
Si 0.0073 0.005 0.0044
Si 0.0198 -0.005 0.0121
Si 0.0055 -0.0036 -0.0061
Si -0.0078 0.0113 0.0048
Si -0.0059 -0.001 -0.0146
Si -0.0041 -0.0041 0.0056
Si 0.0022 -0.0073 0.0026
O 0.0019 -0.0035 0.0055
O -0.0008 0.0022 -0.0069
O -0.0093 0.0015 -0.0116
O -0.004 0.0059 -0.0138
O -0.0031 0.0003 -0.0058
O 0.001 -0.0022 -0.0073
O 0.0024 -0.0078 -0.0071
O 0.0025 0.0014 -0.004
O -0.0184 0.0107 -0.0032
O -0.0028 -0.01 0.0198
O 0.0196 0.0028 0.022
O -0.0136 0.0085 -0.0003
O -0.0108 -0.0113 0.033
O 0.0041 0.0007 0.0022
O 0.0071 -0.001 0.0123
O -0.0021 0.0013 0.0154
Si -0.0024 -0.002 0.0034
Si 0.0014 -0.0105 0.0043
Si 0.007 0.0095 -0.0175
Si 0.0158 0.0053 0.018
Si -0.0038 -0.0098 0.0282
Si 0.0267 0.0123 0.0182
Si 0.0055 -0.0071 -0.0217
Si -0.0055 -0.0003 0.0037
Si -0.0021 -0.0043 -0.0056
Si 0.0088 0.0018 0.0171
Si -0.0005 -0.0047 -0.0147
Si -0.0048 -0.0098 -0.0122
Si 0.0066 -0.0009 0.0131
Si -0.0143 0.0012 -0.0172
Si 0.0145 0.011 -0.0176
Si -0.0009 -0.0035 0.0146
Si -0.0037 -0.0054 0.0102
Si -0.0049 0.004 0.0057
Si 0.0058 -0.0003 0.011
Si 0.002 -0.0106 0.0015
Si 0.0023 -0.003 0.0044
Si -0.003 0.0035 -0.0128
Si -0.0023 0.0014 0.0103
Si 0.0058 0 -0.0038
Si 0.0006 -0.0006 0.0052
Si 0.0106 -0.0041 0.0161
Si 0.0041 0.0075 -0.0051
Si -0.0061 -0.0059 0.0087
Si -0.0035 0.0082 0.0132
Si 0.0022 -0.0007 0.0016
Si 0.0018 -0.0015 0.0037
Si -0.0037 0.0003 0.0058
Si 0.0007 -0.0003 -0.0029
Si 0.0016 0.0061 0.0001
Si -0.0022 -0.0063 0.0105
Si 0.0069 -0.0005 0.0058
O -0.0017 0.003 -0.0012
O 0.0105 0.0117 0.0018
O 0.0044 -0.0074 -0.0055
O 0.0015 0.0013 0.0055
O 0.0076 0.0065 0.005
O -0.0053 -0.0045 0.0057
O 0.0012 0.002 -0.0021
O -0.0087 0.0009 0.0022
O 0.0009 0.0002 -0.0065
O -0.0033 0.0012 0.008
O -0.0046 0.0022 -0.0042
O 0.0027 0.0013 -0.0019
O -0.0009 0.0011 0.0016
O 0.0002 -0.001 -0.0057
O 0.0005 0.0059 -0.0075
O 0.0044 0.0024 0.011
O 0.0043 -0.0014 0.0012
O -0.011 -0.0071 0.0017
O -0.0011 0.0043 0.0017
O 0.0044 -0.0048 0.0054
O -0.001 0 0.006
O 0.007 -0.0068 -0.0389
O -0.0074 -0.0038 0.0103
O -0.0001 -0.0056 -0.0068
O -0.0043 -0.0028 -0.0016
O -0.0078 -0.0022 0.0018
O -0.0033 0.0105 -0.0007
O -0.0006 0.0001 -0.0021
O -0.0023 0.0018 0.0017
O -0.0018 0.0009 -0.0096
O 0.0122 0.0078 0.0143
O 0.0001 0.0004 0.0022
O 0.008 0.0003 0.0049
O 0.0018 -0.0049 0.0062
O -0.0007 -0.0036 -0.0024
O 0.0009 0.0073 0.0103
O -0.0026 -0.0009 0.001
O 0.0017 0.0023 -0.0058
O -0.0011 -0.0005 -0.0038
O 0.0016 -0.0077 -0.0033
O -0.001 -0.0004 -0.0009
O -0.0289 -0.0105 0.0069
O -0.0003 0.0032 0.0025
O 0.0059 0.0007 0.0049
O -0.0084 0.0187 -0.014
O -0.0034 0.0092 0.0031
O -0.0024 -0.0016 0.0007
O 0.0089 0.0025 -0.0015
O -0.006 0.0099 -0.0124
O -0.0037 -0.0001 0.0044
O 0.0024 0.0042 0.0053
O 0.0009 0 0.0039
O 0.0015 0.0013 0.0006
O -0.003 -0.0019 -0.0065
O 0.0059 0.0086 0.0031
O -0.0089 0.0051 0.0107
O 0.0003 0.0016 0.0042
O 0.0034 0 -0.0005
O 0.0019 -0.0059 0.0065
O 0.0005 0.0032 -0.0029
O 0.0146 -0.0163 -0.0103
O 0.0025 0.001 0.0013
O -0.0004 -0.0045 0.0043
O 0.0017 0.0045 0.0005

The program warned: the cutoff lies below the one the program advises for these potential files; the exchange-correlation potential is rough where the density is thin.
